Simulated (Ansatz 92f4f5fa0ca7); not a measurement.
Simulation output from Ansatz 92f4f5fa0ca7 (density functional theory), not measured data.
Periodic cell of 158 atoms, Si90O68, from a study of silicon, its oxide and their interface. The atomic structure is a simulated model.

Settings: functional r2SCAN; potential files Ansatz norm-conserving; basis plane waves; wave-function cutoff 1300 eV; density cutoff ratio 4; exchange-correlation grid ratio 1; k mesh 2 x 2 x 1, shifted by 0.5 0.5 0.5 of a step; self-consistency stop 5e-08 eV per atom in the density residual; occupations Fermi-Dirac, 0.05 eV; spin none; net charge 0.

Cell vectors (angstrom)
a	10.88	0	0
b	0	10.88	0
c	0	0	22.3054

Atoms: element, x, y, z (angstrom)
Si	-0.088	-0.0968	0.389
Si	3.1318	2.124	-0.0102
Si	-0.3733	5.8413	-0.1892
Si	1.9061	8.4941	0.1196
Si	4.9456	0.7809	-0.1295
Si	9.0225	2.4535	-0.1468
Si	5.5717	4.8986	-0.3498
Si	8.405	8.0156	-0.1356
Si	1.3804	1.5218	1.3495
Si	3.9016	3.9658	1.206
Si	0.9811	6.7149	1.5132
Si	4.324	9.9669	1.4584
Si	7.0024	1.3778	1.0192
Si	9.4688	4.3517	1.2314
Si	7.1324	6.9461	1.37
Si	9.3338	9.4365	1.5667
Si	0.0412	3.0913	2.7225
Si	2.6382	0.0853	2.8933
Si	-0.3284	7.8518	2.7632
Si	2.8797	5.478	2.6942
Si	5.8351	2.9567	2.5966
Si	7.8275	0.1146	2.7736
Si	5.5187	8.3	2.4511
Si	8.2265	5.4163	2.7777
Si	1.5439	4.1329	4.2538
Si	4.2314	1.758	3.7804
Si	1.169	9.479	3.9943
Si	4.1902	6.9377	3.8575
Si	6.7564	4.2294	4.0526
Si	9.553	1.4445	3.681
Si	6.9262	9.2995	4.2065
Si	9.7653	6.2979	4.3774
Si	-0.2379	-0.0026	5.1935
Si	2.6533	2.5428	5.4094
Si	0.2903	5.2883	5.9482
Si	2.768	8.1748	5.2717
Si	5.6328	0.1733	5.0854
Si	8.1001	2.8278	5.4793
Si	5.5141	5.7726	5.4342
Si	8.3573	7.8563	5.565
Si	0.9864	1.2269	6.7656
Si	4.2337	3.9684	6.533
Si	1.6249	6.9571	6.9943
Si	4.0863	9.6776	6.5638
Si	6.4391	1.5086	6.5361
Si	9.585	3.788	7.1803
Si	6.8874	6.7864	6.9135
Si	9.4606	9.678	6.7881
Si	-0.103	2.3706	8.5702
Si	2.4502	-0.1315	7.893
Si	0.1387	8.0685	8.1695
Si	2.7413	5.1049	7.9123
Si	5.2727	2.9282	8.2291
Si	8.0051	0.1696	7.9246
Si	5.25	8.3037	8.0165
Si	7.9732	5.1177	8.3237
Si	1.2351	3.8855	9.6406
Si	4.073	1.3475	9.2294
Si	1.8799	9.056	9.5716
Si	3.7667	6.7515	9.1038
Si	6.941	3.6555	9.8314
Si	8.9995	1.249	9.6287
Si	6.3964	10.1122	9.2535
Si	9.5558	5.8916	9.7604
Si	-1.338	-5.0042	14.4014
Si	2.9014	2.7707	11.6285
Si	4.4553	7.3	13.6944
Si	13.2144	1.9303	14.7057
Si	-0.2431	3.5943	15.3543
Si	11.3867	10.1315	14.9991
Si	1.6743	-2.4687	12.4929
Si	5.0409	5.1701	11.6074
Si	8.4972	9.9205	11.5234
Si	7.7408	5.8347	18.3119
Si	9.9194	7.1602	11.7706
Si	-0.4097	-4.8744	17.2976
Si	4.0277	-5.4955	19.4092
Si	-4.1188	11.5159	18.453
Si	-4.5068	-2.7891	15.6168
Si	3.9162	1.0253	16.9471
Si	3.727	-1.5917	20.0776
Si	1.3111	5.2857	19.3965
Si	2.3552	9.3395	17.4325
Si	-6.7127	-3.7413	16.7624
Si	2.7864	2.7425	19.2305
Si	-2.635	10.2613	14.8131
Si	7.214	3.2051	20.1092
Si	7.351	4.9579	16.0497
Si	6.5604	8.5517	19.5789
Si	7.927	1.9738	15.936
O	-3.6517	-2.1593	-1.2395
O	-0.7639	1.1739	-0.4622
O	-7.6244	-0.3982	-5.6011
O	2.3237	2.1988	-1.5284
O	-4.07	5.6921	0.3646
O	0.2866	5.394	-1.5406
O	0.838	9.6	-0.4208
O	2.8329	8.2923	-1.3073
O	7.9153	1.2932	-4.7864
O	3.0674	-1.8511	0.9985
O	8.701	2.9172	-1.6758
O	6.8447	3.3093	-6.0463
O	6.2711	3.4984	-0.9484
O	7.4117	4.5234	-3.0555
O	5.0079	-2.3304	-2.7027
O	9.7217	7.1975	-0.4991
O	4.7974	6.0612	10.2802
O	-1.0545	-0.5193	15.1174
O	5.1518	0.0287	9.6363
O	3.4207	1.587	10.6558
O	2.3851	7.5034	9.8639
O	1.8571	9.5268	11.2144
O	-0.5828	4.4003	16.8206
O	5.2674	6.1546	12.8963
O	8.0398	2.4835	9.7049
O	6.619	4.3162	11.3555
O	-1.6713	0.3538	10.973
O	12.3646	3.456	11.1735
O	7.2616	9.6823	10.6019
O	9.7143	7.2709	8.9472
O	10.9424	5.0483	9.6695
O	-1.4264	-3.7919	13.3389
O	3.2195	-2.8674	12.7794
O	2.6789	2.2069	13.1608
O	9.5756	8.6829	11.3531
O	4.0996	3.713	19.1631
O	2.7425	7.8513	17.2479
O	14.8346	4.0285	11.8145
O	11.8096	-1.3299	16.6669
O	11.9165	9.0462	13.9061
O	1.5724	0.4906	14.8446
O	10.7072	15.4964	14.0205
O	0.9382	6.2628	18.1124
O	4.4149	-4.865	17.9001
O	-7.3067	2.0934	15.7198
O	-1.4216	2.3265	15.5447
O	3.8067	-4.1717	15.2464
O	11.5925	7.214	12.0094
O	7.2059	7.2823	18.7041
O	5.2376	8.2775	16.7145
O	8.1986	4.9718	14.7609
O	12.0333	2.8959	15.365
O	6.9317	10.0142	18.8628
O	9.9387	6.714	15.8753
O	-2.7178	-0.8028	13.1288
O	-3.289	0.8455	14.9563
O	-4.1945	1.6922	19.6402
O	2.6652	-5.0824	20.0271
O	-6.5125	10.6202	20.8561
O	-8.2313	9.7748	19.0204
O	-3.2971	-1.6575	15.864
O	-4.4998	-4.4862	15.6126
O	1.6049	3.7733	18.8756
O	5.6159	-2.3667	14.2979
O	5.3828	0.619	17.3707
O	5.0693	5.8242	20.601
O	3.0476	1.5118	18.2777
O	9.3708	6.3256	18.4224

Results
free energy: -42130.119 eV
free energy less fixed offsets of O -463.61, Si -117.95 eV per atom: 10.861 eV
pressure: -1.36 GPa
stress xx, yy, zz, yz, xz, xy (GPa, positive in tension): -0.72, 1.52, 3.27, -1.41, -0.3, -0.03

Forces (eV/angstrom), in the order of the atoms: element, x, y, z
Si	1.6396	0.4355	-0.1191
Si	-2.0216	0.7604	-1.3522
Si	1.0201	-0.4608	1.6623
Si	0.2347	-1.205	-3.255
Si	-0.4361	-3.2697	-0.772
Si	-0.0372	-2.1429	0.1586
Si	-0.8116	-0.0877	-0.8775
Si	-1.9598	3.3452	0.6075
Si	0.0232	-1.4074	1.6331
Si	2.1175	0.8932	-0.3326
Si	3.2425	-0.8994	-2.3664
Si	-1.4227	1.1238	0.9074
Si	-0.1056	0.9633	-0.3842
Si	0.9409	-1.8922	-0.6852
Si	-0.0692	-0.0697	0.824
Si	-1.1595	1.0181	-0.5808
Si	0.702	-0.4624	-1.0427
Si	1.3563	1.5388	-0.6299
Si	-0.0539	2.0446	2.4072
Si	-1.9646	-0.4282	-0.547
Si	-2.5834	-1.5536	-2.9661
Si	1.5885	-1.5678	-0.6119
Si	1.2146	-0.2322	1.2567
Si	0.1769	1.0863	1.0007
Si	-0.5707	0.7184	-0.5214
Si	-0.7789	-2.4602	1.2945
Si	0.4503	-0.9597	0.1413
Si	0.1094	0.4171	0.4925
Si	1.3172	1.3902	2.2522
Si	-1.3942	0.6184	1.7705
Si	-0.2261	0.3591	-0.7285
Si	-1.0949	1.3356	-0.3436
Si	0.1528	0.3579	0.1486
Si	1.4803	-0.1768	0.4617
Si	-0.4062	-0.2122	-0.6171
Si	-0.4817	0.7459	0.0827
Si	-2.9724	-2.0314	-0.6388
Si	0.8072	-0.4521	-0.842
Si	-0.6513	-2.1081	-1.0161
Si	0.4925	1.3508	-0.41
Si	0.6086	0.2182	-0.2775
Si	-1.3467	1.3377	-0.2588
Si	0.1921	-1.7302	-2.1199
Si	-0.0408	0.3694	-1.1604
Si	2.8627	1.3975	2.965
Si	-0.6172	0.9902	-1.3372
Si	-0.6429	0.3835	1.6708
Si	0.5959	-2.0923	-0.1118
Si	0.4443	-1.0859	-0.8973
Si	2.1162	0.0921	1.4173
Si	-2.759	2.741	1.7446
Si	-0.0635	-0.1282	1.0983
Si	1.2781	-0.5232	0.0859
Si	-1.0144	-0.0521	-1.2493
Si	1.0901	-0.4389	0.5356
Si	-0.4917	-0.214	-0.0309
Si	-1.0735	1.7335	-2.0265
Si	-0.1151	-4.2734	-1.7455
Si	-1.8087	0.1258	1.4433
Si	0.0106	0.2334	1.8095
Si	-0.9638	1.5632	-0.7277
Si	2.1095	-1.4115	-0.6729
Si	2.4322	-3.869	-0.7642
Si	0.5645	0.3533	1.1236
Si	1.8937	0.0793	1.7805
Si	0.1165	0.4464	2.7458
Si	-1.0743	2.0526	3.1667
Si	-2.5812	-0.5181	0.6534
Si	-1.9475	-1.1732	2.0059
Si	3.6638	-1.0461	3.5524
Si	-0.1834	2.0075	-0.2562
Si	2.8458	-0.4075	-0.9679
Si	1.3715	-1.5656	2.7766
Si	2.4393	-0.9588	-0.882
Si	1.7828	0.7461	0.0761
Si	-2.1556	-1.0465	-1.8342
Si	3.7849	-1.0312	-1.5486
Si	-1.4393	1.0025	-3.6671
Si	0.8646	-0.5301	0.7096
Si	-1.4535	-0.4881	1.2962
Si	-2.4082	1.7805	2.8495
Si	-2.3827	-0.0344	1.1374
Si	-0.872	3.6987	-0.0616
Si	-3.5833	-0.3803	0.6335
Si	-0.1026	-0.6358	2.0216
Si	0.7812	0.1888	-3.054
Si	0.1087	-2.0021	-0.428
Si	-3.71	0.7952	3.5896
Si	2.9427	1.0766	-0.9795
Si	0.2815	2.6915	5.4592
O	1.8135	-1.8134	0.551
O	-1.4776	0.3389	0.2557
O	0.1877	-0.8402	-1.2639
O	2.1049	0.9103	-0.3035
O	-1.7453	-1.2374	-1.2213
O	1.6031	-1.2111	-3.45
O	-1.2085	1.5511	0.6829
O	-0.448	-0.3321	1.2777
O	0.4183	0.1864	-2.056
O	0.9876	0.2001	0.9805
O	0.6814	-0.0197	0.7872
O	1.9591	0.866	-1.7402
O	-1.2227	1.4685	0.8779
O	-0.4071	1.4497	-1.131
O	-0.0292	-2.0381	-1.0212
O	-0.7765	0.3369	-1.6377
O	-0.5251	0.1695	0.1947
O	-0.0767	-0.0293	-0.247
O	-3.4379	3.9692	0.7808
O	-0.9824	1.6675	2.1552
O	3.1793	-0.7213	-1.1772
O	-0.7645	-0.5996	-0.0914
O	1.0616	0.267	-1.4158
O	-0.7456	-0.3971	-0.5114
O	-1.5042	1.5532	2.3259
O	-2.2539	0.3652	-1.1545
O	0.7611	1.7489	-0.3617
O	1.344	-0.6	0.3087
O	-2.1968	-0.5739	-0.6997
O	1.8941	1.6588	-1.7647
O	0.398	-0.1184	0.4983
O	-1.1212	-1.8328	0.7408
O	2.2638	-1.7682	1.7367
O	0.2676	0.332	-0.8828
O	-1.074	0.9214	0.0581
O	0.3515	1.5739	0.7831
O	2.104	-2.0691	-0.3956
O	-0.5264	-0.8424	-0.2244
O	-1.0317	0.4836	-1.9841
O	-0.1705	-0.1725	-1.2329
O	-0.7553	0.1161	-0.8234
O	-2.7533	1.5312	1.9723
O	0.4467	-1.1534	0.8791
O	-0.052	-0.9442	1.4356
O	0.9811	-1.1689	0.3673
O	1.2932	2.7494	-0.8372
O	0.6908	0.2042	-3.4318
O	-0.7201	-0.4462	-0.1879
O	-2.159	1.6853	1.3849
O	1.2706	1.5909	1.8418
O	3.1953	0.5284	-3.0968
O	1.8763	-0.34	-0.6905
O	0.4575	-1.8173	0.7014
O	0.5657	-1.0382	-1.2225
O	-0.1618	-0.5504	0.6809
O	-1.8178	-1.8771	-1.6889
O	-0.5822	1.6795	0.8611
O	-0.9343	0.8223	0.3055
O	0.7219	0.9118	0.8709
O	-0.823	-0.3947	-1.9656
O	-0.8233	-1.7499	-1.0559
O	1.8788	-0.2155	0.4471
O	-1.6269	0.8566	-0.3401
O	-2.2909	-1.8666	-3.7675
O	2.7122	1.1656	1.5721
O	0.7853	-1.3436	0.6608
O	0.2663	0.6994	-0.7076
O	-1.5255	-1.323	0.0579

The program warned: the forces do not sum to zero within the program's tolerance.
